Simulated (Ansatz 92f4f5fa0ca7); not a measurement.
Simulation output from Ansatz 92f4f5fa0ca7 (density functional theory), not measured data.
Periodic cell of 240 atoms, Si147O87H6, from a study of silicon, its oxide and their interface. The atomic structure is a simulated model.
Doubt: the cutoff is far below the 930 eV that the study's wrapper takes by default for these files, so forces and energies are approximate.
This geometry differs little from another in the collection (a relaxation step or a small displacement).

Settings
functional: PBE
potential files: Ansatz PAW
basis: plane waves
wave-function cutoff: 580 eV
density cutoff ratio: 5
exchange-correlation grid ratio: 1
k mesh: 1 x 1 x 1, Gamma-centred
self-consistency stop: 5e-08 eV per atom in the density residual
occupations: fixed
spin: none
net charge: 0

Cell vectors (angstrom)
a 11.6015 0 0
b 0 10.938 0
c 0 0 32.8901

Atoms: element, x, y, z (angstrom)
Si -0.0233 -0.1431 24.4503
Si 3.7413 0.0507 24.1261
Si 7.6792 0.1683 24.2189
Si 1.7973 1.3393 24.3801
Si 5.7276 1.4481 24.2343
Si 9.7718 1.322 24.2321
Si 0.1434 5.4032 24.1188
Si 4.2011 5.5724 23.9493
Si 7.919 5.4982 24.2904
Si 2.0926 6.765 24.053
Si 6.104 6.9865 24.124
Si 9.8543 6.8155 24.2445
Si 1.9957 2.8037 26.1957
Si 5.7664 2.8031 26.1574
Si 9.698 2.732 26.1458
Si 0.0399 4.1102 26.126
Si 3.9087 4.237 26.0224
Si 7.7611 4.0883 26.1642
Si 2.0658 8.0824 26.1019
Si 5.8906 8.2873 26.0932
Si 9.7303 8.1724 26.1717
Si 0.1045 9.4082 26.2738
Si 3.9083 9.5925 26.0788
Si 7.8348 9.6282 26.1045
Si 0.0675 -0.0055 28.0777
Si 3.9076 -0.0058 28.048
Si 7.7765 0.0222 28.0567
Si 1.9955 1.3735 28.0796
Si 5.8251 1.3767 28.0509
Si 9.7223 1.3547 28.0656
Si 0.0168 5.4808 28.055
Si 3.9048 5.4854 28.0432
Si 7.7323 5.4693 28.0734
Si 1.9741 6.812 28.0768
Si 5.8243 6.8696 28.0257
Si 9.6666 6.8125 28.0823
Si 1.9336 2.7345 29.9909
Si 5.8008 2.7345 29.9909
Si 9.6679 2.7345 29.9909
Si 0 4.1018 29.9909
Si 3.8672 4.1018 29.9909
Si 7.7343 4.1018 29.9909
Si 1.9336 8.2035 29.9909
Si 5.8008 8.2035 29.9909
Si 9.6679 8.2035 29.9909
Si 0 9.5708 29.9909
Si 3.8672 9.5708 29.9909
Si 7.7343 9.5708 29.9909
Si 0 0 31.9245
Si 3.8672 0 31.9245
Si 7.7343 0 31.9245
Si 1.9336 1.3673 31.9245
Si 5.8008 1.3673 31.9245
Si 9.6679 1.3673 31.9245
Si 0 5.469 31.9245
Si 3.8672 5.469 31.9245
Si 7.7343 5.469 31.9245
Si 1.9336 6.8362 31.9245
Si 5.8008 6.8362 31.9245
Si 9.6679 6.8362 31.9245
Si 1.9336 2.7345 0.9679
Si 5.8008 2.7345 0.9679
Si 9.6679 2.7345 0.9679
Si 0 4.1018 0.9679
Si 3.8672 4.1018 0.9679
Si 7.7343 4.1018 0.9679
Si 1.9336 8.2035 0.9679
Si 5.8008 8.2035 0.9679
Si 9.6679 8.2035 0.9679
Si 0 9.5708 0.9679
Si 3.8672 9.5708 0.9679
Si 7.7343 9.5708 0.9679
Si -0.0425 -0.0083 2.9631
Si 3.8096 -0.0102 2.9347
Si 7.707 0.0276 2.8482
Si 1.8792 1.3659 2.9569
Si 5.7525 1.3388 2.8583
Si 9.6448 1.3782 2.9161
Si -0.022 5.4599 2.9
Si 3.7905 5.4692 2.8902
Si 7.6895 5.4957 2.9065
Si 1.8674 6.8634 2.9112
Si 5.7359 6.828 2.8931
Si 9.6546 6.8318 2.9025
Si 1.8335 2.6448 4.9805
Si 5.7387 2.7143 4.7527
Si 9.6107 2.8176 4.8082
Si -0.0336 4.116 4.849
Si 3.7708 4.032 4.7737
Si 7.6555 4.1148 4.8291
Si 1.8136 8.2427 4.8528
Si 5.7366 8.2047 4.8081
Si 9.6412 8.2209 4.8202
Si -0.0846 9.6914 5.0232
Si 3.7689 9.54 4.8789
Si 7.6888 9.5319 4.6977
Si -0.3288 0.1263 7.153
Si 3.7374 -0.081 6.8703
Si 7.7105 -0.004 6.5581
Si 1.8409 1.3934 7.1545
Si 5.6795 1.2079 6.574
Si 9.4464 1.5749 6.7883
Si -0.0659 5.5088 6.7599
Si 3.804 5.4781 6.6133
Si 7.6615 5.4502 6.7948
Si 1.8748 6.8268 6.7278
Si 5.7406 6.7992 6.6999
Si 9.5813 6.8265 6.7367
H 5.6686 7.6344 7.9365
H 11.5221 4.6354 7.9823
H 1.9506 7.6686 7.9709
O 10.6246 10.1412 8.4451
O 9.5486 7.7523 8.122
O 5.3046 0.5675 10.1211
O 7.9697 9.9491 7.8902
O 3.8545 4.4744 7.9252
O 3.9952 10.0062 8.3024
O 7.6393 4.6026 8.235
O 9.1332 2.4098 8.2143
O 2.1296 2.485 8.4245
H 0.0197 10.0363 23.1588
H 9.7755 7.6914 23.029
H 7.9243 4.6317 23.0714
O 7.3066 10.3866 22.7748
O 10.283 2.1733 22.8769
O 3.4768 10.0373 22.7691
O 4.6223 4.6425 22.6094
O 6.4156 7.8857 22.7411
O 1.8143 7.9017 22.8568
O 11.6065 4.475 22.7244
O 5.9638 2.3643 22.8616
O 1.4465 2.2876 23.0519
Si 8.2557 3.4126 9.1672
Si 3.2801 8.4228 12.0097
Si 7.3354 11.8753 18.4082
Si 11.1904 4.4349 16.0175
Si 3.0688 5.5435 11.3376
Si 7.5567 3.9223 19.5418
Si 5.6346 6.6616 12.1572
Si 6.9419 9.1326 21.8212
Si 9.8872 12.534 13.4046
Si 3.9759 3.6442 19.3474
Si 2.5914 8.9682 21.8975
Si 10.1661 4.876 18.7348
Si 4.6163 1.3926 17.3216
Si 4.8409 8.4268 19.9625
Si 7.4816 10.9798 13.1725
Si 9.7787 6.2246 13.9491
Si 7.1873 -2.1399 10.9109
Si 0.9492 3.2485 19.4861
Si 5.6942 2.3197 14.421
Si 2.2249 8.3912 14.8073
Si 4.6668 10.0352 9.7948
Si 10.8091 8.6465 15.4424
Si 9.2294 9.2527 8.6721
Si 12.3237 12.752 14.796
Si 7.1391 4.8501 13.8937
Si 5.5173 3.5143 21.816
Si 15.6065 7.7686 17.1588
Si 10.3874 7.8278 18.3321
Si 5.7545 6.0621 18.582
Si 8.7868 0.1345 15.6496
Si 5.596 2.0671 9.5536
Si 13.1888 0.8262 17.5549
Si 9.2041 4.272 11.9206
Si 3.0874 14.6446 13.9017
Si 3.1323 3.6241 9.0939
Si 0.4029 -1.1805 19.7607
Si 9.0474 9.8256 19.9075
Si 13.896 -5.2285 15.9767
Si 0.078 2.8721 22.3662
O 7.6583 4.2534 12.4546
O 5.1233 1.5994 15.7766
O 4.7362 -2.9838 12.5772
O 8.3535 8.8479 21.0255
O 7.0746 5.1213 18.5145
O 9.2257 -1.9763 18.5287
O 7.0631 2.6329 10.0083
O 9.9862 3.0573 12.6971
O 13.6228 6.7682 14.7534
O 0.7842 9.0151 15.2466
O 7.7048 -0.6162 14.6673
O 1.0537 2.2229 18.2216
O 2.6897 4.716 12.6919
O 8.6514 9.0501 10.2056
O 6.9735 -1.0937 12.1446
O 3.5982 8.0907 20.9612
O 2.4954 7.0936 11.4091
O 10.0532 10.0526 15.7641
O 8.3125 5.7824 14.5591
O 11.4292 12.0117 13.6304
O 6.4032 12.191 13.4041
O 2.433 3.7899 19.7717
O 9.8303 6.4416 18.9297
O 10.1276 7.8168 14.18
O 0.1189 -2.6906 19.1907
O 5.6657 2.1608 7.9329
O 5.7701 9.5455 20.7257
O 4.6343 2.8523 20.6171
O 10.5604 10.3273 20.339
O 3.503 9.5835 10.8723
O 0.2564 2.5438 20.7809
O 6.846 4.083 21.0127
O 3.2326 -6.3987 15.3153
O 4.5182 5.1494 19.1203
O 7.2867 13.4476 18.7964
O 3.2056 0.6027 17.5043
O 12.5375 10.5897 18.4652
O 5.9281 -1.9422 9.8742
O 6.6833 3.5833 14.826
O 9.8532 5.7232 12.3769
O 8.2139 11.5241 17.0867
O 10.6924 7.6662 16.7472
O 12.5904 -5.9348 16.6132
O 4.1388 19.6716 18.4898
O 13.5878 2.5211 14.0724
O 2.5069 9.0131 13.3215
O 17.021 -4.0618 17.175
O 14.4929 6.5614 17.2348
O 4.4799 2.959 13.5506
O 9.1829 23.4213 14.9004
O 4.3259 13.7967 17.9717
O 1.5065 9.7595 20.9577
O 11.3838 2.9255 15.5049
O 7.017 7.2467 11.4705
O 12.7437 11.7219 15.9856
O 8.9091 0.6029 12.5368
O 2.3985 4.7121 10.0881
O 4.2994 2.9416 10.0188
O 10.8871 -5.5735 14.7403
O 9.2457 4.0572 10.3095
O 5.8988 5.8451 13.5437
O 4.7118 -5.2234 11.1717
O 3.5018 8.669 15.8597
O 11.6811 4.5766 19.193
O 9.1636 4.0534 19.7127
O 17.3745 11.4784 18.1133
O 17.4959 7.1948 19.7529
O 10.0273 4.452 17.158
O 8.0394 0.1403 19.6416

Results
free energy: -143021.429 eV
free energy less fixed offsets of H -15.97, O -568.88, Si -635.61 eV per atom: 1.621 eV

Forces (eV/angstrom), in the order of the atoms: element, x, y, z
Si 0.0067 0.0067 -0.0142
Si 0.0048 0.0085 0.0052
Si -0.0079 0.0204 0.0134
Si 0.0056 -0.0066 0.0165
Si 0.0086 -0.0299 0.014
Si 0.0034 -0.0184 0.0177
Si 0.0152 0.0044 0.0121
Si -0.0131 0.0149 0.0138
Si -0.0138 -0.0032 -0.0127
Si 0.0122 -0.0209 0.0071
Si -0.0083 -0.0182 0.0273
Si 0.0063 0.0055 -0.0124
Si -0.0172 -0.0106 -0.027
Si -0.0319 0.0096 -0.0165
Si -0.0118 -0.0001 -0.0124
Si 0.0073 -0.0018 -0.0205
Si 0.0208 0.0034 -0.0131
Si 0.0131 -0.0059 -0.0123
Si 0.0018 0.0038 -0.0157
Si 0.0008 -0.0025 -0.0283
Si -0.0031 -0.0012 -0.0088
Si 0.0035 -0.0052 -0.0131
Si 0.0008 0.0026 -0.0187
Si 0.0108 -0.0002 -0.0179
Si 0.0058 0.0051 -0.0007
Si 0.0064 0.0104 -0.0044
Si 0.0118 0.0055 0.0011
Si -0.0002 -0.0055 -0.0056
Si -0.0051 -0.0069 0
Si -0.0059 -0.0084 -0.0069
Si -0.0121 0.0032 0.0009
Si -0.0083 0.0052 -0.012
Si -0.0027 0.0069 -0.0023
Si 0.0074 -0.0078 0.0038
Si 0.0043 -0.0064 0.0009
Si 0.0089 -0.0026 -0.0011
Si 0.0491 0.0824 0.1684
Si 0.0102 -0.0383 0.0476
Si 0.0983 0.0155 -0.0098
Si 0.0104 -0.0169 -0.0564
Si 0.1137 -0.014 -0.178
Si -0.0847 -0.0541 0.0659
Si 0.0123 0.0446 0.005
Si 0.0155 0.0568 -0.088
Si -0.0227 0.0269 0.0145
Si 0.0786 -0.0318 0.1975
Si 0.0527 -0.061 -0.0392
Si -0.0075 0.0691 -0.0702
Si -0.0107 0.0756 0.0632
Si -0.0082 0.1086 0.0178
Si -0.0092 -0.0099 -0.0365
Si 0.0046 -0.0765 0.0625
Si -0.0038 -0.0013 -0.0537
Si -0.0227 -0.0478 0.0268
Si 0.0131 0.0541 -0.0086
Si -0.0075 0.0509 -0.0356
Si 0.0026 0.0162 0.0094
Si -0.0022 -0.0512 0.0045
Si -0.0002 -0.0558 -0.0378
Si 0.0012 -0.0125 0.0285
Si -0.0506 -0.0536 0.3053
Si -0.0733 0.0347 -0.1263
Si 0.0194 0.0339 0.0682
Si -0.011 -0.0457 -0.0307
Si -0.1064 0.0072 -0.1148
Si -0.004 0.0557 0.1357
Si -0.0387 0.0525 -0.0379
Si -0.0865 0.0216 -0.0025
Si 0.0094 -0.0219 -0.0038
Si -0.0442 0.0208 0.3376
Si -0.096 -0.0184 0.1506
Si 0.038 -0.0529 -0.2101
Si -0.0009 0.0088 0.0044
Si 0.0045 0.0089 -0.0006
Si 0.0024 0.0034 0.0051
Si 0.0043 -0.0097 0.0002
Si 0.0007 -0.0049 -0.0026
Si -0.0109 -0.0099 -0.0055
Si 0.0032 0.0059 -0.0054
Si -0.006 -0.0009 0.0005
Si 0.0006 0.0032 -0.0016
Si -0.0063 -0.0027 0.0073
Si 0.0023 -0.0045 0.0003
Si -0.0004 -0.0066 -0.0017
Si -0.0069 -0.0036 0.017
Si -0.0058 -0.0081 0.019
Si 0.0052 0.0016 0.0213
Si 0.0042 0.0012 0.0168
Si 0.0161 0.0027 0.0136
Si 0.0017 0.0014 0.016
Si 0.0139 0.0041 0.0077
Si 0.006 -0.0043 0.0112
Si -0.0146 0.009 0.0085
Si 0.0049 0.0053 0.0154
Si -0.0231 -0.0044 0.018
Si 0.0142 0.0046 0.0126
Si 0.0183 -0.0043 -0.0185
Si 0.0017 0.0054 -0.0224
Si 0.0178 -0.0059 -0.0063
Si -0.0092 -0.0172 -0.0286
Si -0.0149 0.0309 0.0021
Si -0.0097 -0.0072 -0.021
Si -0.0063 -0.0095 -0.0013
Si -0.0045 0.0149 -0.0158
Si 0.0018 0.0181 -0.0254
Si 0.012 0.0077 0.0044
Si 0.0056 -0.005 -0.0021
Si -0.0057 -0.0222 -0.012
H -0.0011 -0.0058 -0.0046
H -0.0012 0.0058 -0.006
H 0.0014 -0.0104 -0.0069
O -0.0239 -0.0134 0.0109
O -0.0002 0.0103 0.0132
O -0.0024 -0.0036 -0.0121
O 0.0059 -0.0014 -0.001
O 0.0023 -0.0105 0.006
O 0.0133 -0.0174 0.03
O 0.0023 -0.0146 0.0185
O -0.0104 0.0188 0.0164
O 0.0139 0.0283 0.02
H -0.0021 0.0058 0.003
H -0.0001 -0.0065 0.0018
H 0.0016 0.0069 0.004
O -0.0146 -0.0217 -0.0259
O 0.009 0.0113 -0.028
O -0.0161 -0.0213 -0.0229
O 0.0191 -0.0251 -0.0321
O 0.0151 0.0305 -0.0376
O 0.0035 0.0289 -0.0278
O -0.0011 -0.0106 -0.0221
O 0.0054 0.0294 -0.0293
O -0.0059 0.0068 -0.0194
Si 0.0001 -0.0121 0.0041
Si -0.0062 0.0085 0.0048
Si 0.0012 -0.0022 -0.0021
Si 0.0022 -0.0007 -0.0049
Si -0.012 -0.0096 0.0018
Si -0.0037 -0.0026 0.0052
Si 0.0023 -0.0026 0.0101
Si 0.0002 -0.0025 0.0196
Si 0.0064 0.0034 0.0053
Si 0.0035 -0.0068 0.0071
Si 0.0108 -0.0108 0.0124
Si 0.0023 -0.0018 -0.0047
Si 0.0022 -0.0026 -0.0027
Si -0.0052 0.0083 0.009
Si -0.0006 -0.0057 -0.0009
Si 0.0023 0 0.0028
Si 0.0128 0.0054 -0.0018
Si 0.0006 -0.0088 0.007
Si 0.0038 -0.0022 -0.0017
Si -0.0018 0.0069 0.0012
Si -0.0099 0.0148 -0.0092
Si 0.0056 0.002 -0.0026
Si 0.0142 0.0053 -0.007
Si 0.0033 -0.0071 -0.0017
Si -0.0007 0 0.0049
Si -0.0124 -0.0047 0.0173
Si -0.0034 0.0002 -0.001
Si 0.0025 0.0021 -0.0069
Si -0.0028 0.003 -0.004
Si 0.0056 0.001 -0.0006
Si -0.0043 0.0046 -0.0002
Si -0.0003 -0.0067 -0.0048
Si 0.0083 -0.0034 -0.0047
Si -0.0018 -0.0005 0
Si -0.0101 -0.0151 0.0004
Si 0.0135 -0.0004 0.0023
Si -0.0078 -0.0068 0.0021
Si 0.0024 -0.0007 -0.0022
Si 0.0022 0.0059 0.0155
O -0.0027 0.0012 -0.0014
O 0.0004 -0.0017 -0.0028
O 0.0047 -0.0042 -0.007
O 0.0056 0.0034 -0.0087
O 0.0019 0.0012 -0.0053
O 0.0033 -0.0024 -0.005
O 0.0007 -0.0013 -0.008
O -0.0002 -0.004 -0.0072
O 0.0028 -0.0022 -0.0039
O -0.001 -0.0043 -0.0071
O -0.0002 -0.0033 -0.0031
O 0.0015 -0.0042 -0.006
O 0.0032 -0.0009 -0.0031
O -0.0135 -0.0051 0.0092
O 0.0016 0.0061 0.0006
O -0.0011 0.0047 -0.0049
O 0.0044 -0.0002 -0.0106
O -0.0025 0.0029 -0.0043
O 0.0002 -0.0033 -0.0075
O -0.0018 -0.001 -0.0075
O 0 0.0017 -0.0054
O -0.0026 -0.0036 -0.0052
O 0.002 -0.0038 0.0012
O 0.0014 -0.0014 -0.0066
O -0.004 -0.0055 -0.0027
O -0.0022 -0.0142 -0.0063
O -0.0042 -0.0026 -0.0173
O 0.0027 0.0037 -0.0108
O 0.0021 -0.0009 -0.0025
O 0.0047 -0.0054 -0.0063
O 0.009 0.0005 -0.0234
O 0.0098 0.0006 -0.0155
O 0.0018 -0.0028 -0.0056
O 0.0024 0.0033 -0.0028
O 0.0012 -0.003 -0.0025
O 0.001 -0.0003 -0.0025
O -0.0004 0.0004 -0.0065
O 0.0036 -0.0036 -0.0037
O 0.0014 -0.0006 -0.0055
O 0.0002 0.0007 -0.0076
O 0.0015 -0.002 -0.0052
O 0.0004 -0.0031 -0.0012
O -0.0006 -0.0017 -0.0047
O 0.0021 -0.002 -0.0081
O 0.0025 -0.001 -0.0079
O 0.0008 -0.0041 -0.0042
O 0.0085 -0.0057 -0.004
O -0.0008 -0.0008 -0.0026
O 0.0046 -0.0007 -0.0065
O 0.0003 -0.0027 -0.0038
O 0.0014 -0.0044 -0.0075
O -0.009 0.0004 -0.0121
O 0.0013 0.0009 -0.0046
O -0.0029 -0.0102 -0.0062
O 0.0021 0.0004 -0.0024
O 0.0006 -0.0025 -0.0105
O 0.0064 0.0073 0.0061
O 0.009 -0.0049 -0.0083
O 0.0006 -0.0022 -0.0032
O 0.0027 0.0038 0.0046
O 0.0015 -0.0032 -0.0072
O 0.0073 0.0025 -0.0107
O 0.0042 -0.0013 -0.0039
O -0.0044 0.0034 -0.0027
O 0.0022 0.0008 -0.0041
O -0.0007 -0.001 -0.005
O 0.0054 -0.0105 -0.0069
O 0.0006 -0.0019 -0.0024
O 0.0005 0.0023 -0.0016

The program warned: the cutoff lies below the one the program advises for these potential files; the exchange-correlation potential is rough where the density is thin.
